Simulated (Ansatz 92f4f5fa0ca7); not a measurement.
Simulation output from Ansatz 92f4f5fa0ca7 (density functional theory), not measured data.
Periodic cell of 221 atoms, Si129O88P4, from a study of silicon, its oxide and their interface. The atomic structure is a simulated model.
Doubt: the cutoff is low for norm-conserving oxygen, so forces and energies are approximate.
Doubt: the program's own warning below bears on the result.

Settings
functional: HSE06
potential files: SPMS norm-conserving
basis: plane waves
wave-function cutoff: 800 eV
density cutoff ratio: 4
exchange-correlation grid ratio: 1
k mesh: 1 x 1 x 1, Gamma-centred
occupations: fixed
spin: none
net charge: 0

Cell vectors (angstrom)
a	10.938	0	0
b	0	10.938	0
c	0	0	31.9056

Atoms: element, x, y, z (angstrom)
Si	0.2628	10.5242	24.3676
Si	5.2585	0.22	24.495
Si	2.9653	2.3838	24.5085
P	8.0206	2.8744	24.34
Si	10.5782	5.4537	24.4326
Si	5.8199	5.2316	24.441
Si	2.593	8.3673	24.5153
P	8.4398	7.883	24.2508
Si	1.3372	1.2418	25.7639
Si	6.8719	1.4237	25.7565
Si	4.1452	4.0717	25.7101
Si	9.4149	3.993	25.8386
Si	1.3439	6.6989	25.6624
Si	6.9744	6.8318	25.7543
Si	4.1158	9.572	25.8445
Si	9.5597	9.3922	25.6777
Si	2.7359	-0.0171	27.1829
Si	8.2402	-0.0434	27.0564
Si	0.0034	2.6906	27.1028
Si	5.4807	2.7302	27.1422
Si	2.7561	5.4328	27.08
Si	8.2039	5.4573	27.1963
Si	0.0395	8.1351	27.0976
Si	5.5205	8.1745	27.1095
Si	4.1018	1.3673	28.4874
Si	9.5708	1.3673	28.4874
Si	1.3673	4.1018	28.4874
Si	6.8362	4.1018	28.4874
Si	4.1018	6.8362	28.4874
Si	9.5708	6.8362	28.4874
Si	1.3673	9.5708	28.4874
Si	6.8362	9.5708	28.4874
Si	0	0	29.8546
Si	5.469	0	29.8546
Si	2.7345	2.7345	29.8546
Si	8.2035	2.7345	29.8546
Si	0	5.469	29.8546
Si	5.469	5.469	29.8546
Si	2.7345	8.2035	29.8546
Si	8.2035	8.2035	29.8546
Si	1.3673	1.3673	31.2219
Si	6.8362	1.3673	31.2219
Si	4.1018	4.1018	31.2219
Si	9.5708	4.1018	31.2219
Si	1.3673	6.8362	31.2219
Si	6.8362	6.8362	31.2219
Si	4.1018	9.5708	31.2219
Si	9.5708	9.5708	31.2219
Si	2.7345	0	0.6835
Si	8.2035	0	0.6835
Si	0	2.7345	0.6835
Si	5.469	2.7345	0.6835
Si	2.7345	5.469	0.6835
Si	8.2035	5.469	0.6835
Si	0	8.2035	0.6835
Si	5.469	8.2035	0.6835
Si	4.1018	1.3673	2.0507
Si	9.5708	1.3673	2.0507
Si	1.3673	4.1018	2.0507
Si	6.8362	4.1018	2.0507
Si	4.1018	6.8362	2.0507
Si	9.5708	6.8362	2.0507
Si	1.3673	9.5708	2.0507
Si	6.8362	9.5708	2.0507
Si	0	0	3.418
Si	5.469	0	3.418
Si	2.7345	2.7345	3.418
Si	8.2035	2.7345	3.418
Si	0	5.469	3.418
Si	5.469	5.469	3.418
Si	2.7345	8.2035	3.418
Si	8.2035	8.2035	3.418
Si	1.3809	1.331	4.7121
Si	6.7975	1.4102	4.8659
Si	4.0499	4.1837	4.7846
Si	9.5113	4.1288	4.7995
Si	1.3486	6.8862	4.7847
Si	6.8637	6.8291	4.7815
Si	4.1246	9.5878	4.8376
Si	9.5093	9.6543	4.7334
Si	2.7563	0.0839	6.1732
Si	8.1549	-0.0363	6.2342
Si	-0.0594	2.646	5.9898
Si	5.4715	2.9384	6.1992
Si	2.7158	5.5924	6.2086
Si	8.1617	5.4913	6.2594
Si	-0.011	8.3477	6.0381
Si	5.6142	8.2636	6.1766
Si	3.7684	1.8316	7.4463
Si	9.7955	1.1631	7.5165
Si	1.412	3.9024	7.2512
P	6.6097	4.3945	7.6729
Si	4.3811	6.7539	7.5368
Si	9.4645	7.1915	7.4267
Si	1.1252	9.8758	7.4619
P	7.0885	9.3688	7.6459
O	9.5678	6.6899	23.9061
O	4.1114	1.3067	23.979
O	8.2836	8.244	8.0037
O	2.5723	2.9009	7.865
O	6.896	4.0472	23.9502
O	1.4555	9.4407	23.9865
O	5.46	5.5625	8.0249
O	-0.0027	0.0415	7.984
O	10.5747	6.8385	8.6349
O	1.7423	9.1645	8.8149
O	4.2522	1.3104	8.9103
O	0.337	4.2995	8.4401
O	9.2443	1.9433	8.8778
O	3.8101	7.49	8.9161
O	5.3	5.9535	23.0478
O	2.2063	2.9122	23.1571
O	10.6683	0.1219	22.8981
O	0.0096	4.4675	23.1423
O	3.4444	7.8721	23.2036
O	5.9223	10.434	23.1724
Si	9.5746	9.3114	14.9681
Si	2.4394	4.9568	11.5811
Si	0.8556	0.6926	14.6838
Si	10.0491	9.9406	18.8431
Si	6.8178	0.3752	11.656
Si	9.5718	7.18	12.693
Si	2.043	9.2035	17.9365
Si	3	8.6677	9.7315
Si	4.1803	2.4944	16.8453
Si	4.5312	7.1451	22.235
Si	10.8789	5.3466	16.7459
Si	2.6229	6.3764	17.8616
Si	0.9747	2.5553	17.2474
Si	5.7436	6.6045	16.9605
Si	8.5887	4.706	11.475
Si	10.9763	5.4986	9.4981
Si	3.1001	0.11	20.194
Si	1.6434	7.5605	12.4438
Si	5.73	9.8935	21.6439
Si	1.3633	1.8804	11.7493
Si	0.2549	0.5767	21.4145
Si	2.7016	9.4391	14.8052
Si	8.941	3.3125	15.5418
Si	0.999	3.5088	22.2444
Si	9.349	1.8377	10.5179
Si	5.592	8.7778	14.9824
Si	6.8086	8.2886	12.271
Si	3.0517	5.0695	20.4784
Si	9.4017	1.6396	18.2221
Si	7.947	0.9067	14.4213
Si	5.9546	4.2926	15.1102
Si	7.0109	0.9156	19.7661
Si	5.5602	5.4734	12.1035
Si	4.6659	2.6953	19.7522
Si	4.0346	0.5966	10.349
Si	6.0472	0.2761	16.7673
Si	8.7344	7.6604	17.5871
O	0.1177	1.766	18.4242
O	6.0263	9.6761	16.2658
O	1.4673	5.5401	10.3475
O	6.9454	4.8896	11.3903
O	3.4049	1.6663	19.8445
O	7.1234	7.2273	17.6752
O	6.9507	1.0451	13.147
O	5.7034	7.114	11.9372
O	5.412	1.0186	11.1249
O	10.2725	10.6832	20.3072
O	8.9944	8.7123	16.3627
O	1.878	3.446	11.8835
O	0.593	1.8479	15.813
O	8.9063	2.7184	17.0909
O	8.8464	3.0992	11.443
O	4.9473	3.0627	18.1782
O	2.3699	11.0289	14.7354
O	7.0773	1.0673	15.7919
O	9.5529	5.2265	10.2548
O	2.5918	2.6133	17.1761
O	1.4594	6.102	16.6504
O	2.1556	7.738	18.6192
O	5.9957	2.0262	20.401
O	9.1785	8.5361	18.9244
O	3.6516	6.4825	21.0289
O	0.8077	1.3568	13.1975
O	2.1473	6.0298	12.7985
O	8.4237	1.7508	19.5502
O	1.8395	8.4908	13.7763
O	2.6567	1.0554	11.1425
O	9.2419	10.9868	17.8526
O	6.977	10.5331	20.7611
O	9.1757	2.005	14.5335
O	11.0063	7.4713	11.9692
O	6.7428	8.5686	13.8728
O	6.4733	0.3646	18.3249
O	0.3923	4.0357	17.5807
O	9.1854	5.5677	12.7683
O	8.5474	10.3489	14.2672
O	8.2582	0.6566	10.8994
O	2.4793	8.1393	11.1782
O	4.2451	9.342	14.2918
O	6.5419	9.7051	11.5412
O	5.6227	8.2471	21.6705
O	9.7481	7.9178	14.1333
O	8.3298	7.8442	11.8656
O	2.5408	5.1704	18.9371
O	1.7731	0.0539	21.1245
O	1.7108	4.5512	21.2269
O	10.9643	1.6595	10.81
O	10.022	4.5831	15.4989
O	4.293	4.0178	20.6026
O	5.5535	5.011	13.6892
O	0.5012	9.6613	18.0528
O	4.2684	6.5467	17.6823
O	3.9733	9.9289	10.067
O	2.5299	9.0069	16.3807
O	2.9517	10.263	18.7677
O	7.4781	3.7381	14.9366
O	5.3328	7.3145	15.5692
O	10.911	10.2703	15.0311
O	4.3173	10.4023	21.0294
O	4.5575	0.9215	16.6283
O	4.7107	3.2784	15.4996
O	9.7709	6.3703	17.4176
O	0.2435	2.2466	21.4758
O	6.1683	5.1285	16.4905
O	4.1116	4.9852	11.4147

Results
free energy: -54772.997 eV
free energy less fixed offsets of O -447.96, P -185.95, Si -113.29 eV per atom: 5.693 eV
gap between the highest filled and lowest empty level on this k mesh: 1.307 eV

The program warned: the cutoff lies below the one the program advises for these potential files; the model core charge is not resolved on the grid; the forces do not sum to zero within the program's tolerance; the exchange-correlation potential is rough where the density is thin.
